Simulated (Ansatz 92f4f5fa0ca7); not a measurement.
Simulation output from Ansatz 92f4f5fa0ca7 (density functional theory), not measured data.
Periodic cell of 213 atoms, Si131O78As1H3, from a study of silicon, its oxide and their interface. The atomic structure is a simulated model.
Doubt: the cutoff is far below the 930 eV that the study's wrapper takes by default for these files, so forces and energies are approximate.
This geometry differs little from another in the collection (a relaxation step or a small displacement).

Settings
functional: PBE
potential files: Ansatz PAW
basis: plane waves
wave-function cutoff: 580 eV
density cutoff ratio: 5
exchange-correlation grid ratio: 1
k mesh: 1 x 1 x 1, Gamma-centred
self-consistency stop: 5e-08 eV per atom in the density residual
occupations: fixed
spin: none
net charge: 0

Cell vectors (angstrom)
a	10.938	0	0
b	0	10.938	0
c	0	0	31.3387

Atoms: element, x, y, z (angstrom)
Si	10.3428	0.515	23.9902
Si	5.716	10.6291	23.9277
Si	2.1926	3.045	23.9146
Si	8.6439	2.2246	24.0059
Si	0.3331	4.8873	23.8788
Si	4.8801	5.9253	24.039
Si	3.1958	7.6501	23.8774
Si	7.504	8.7909	23.8348
Si	1.1814	1.4157	25.27
Si	6.8361	1.3107	25.2229
Si	3.9285	4.1055	25.1907
Si	9.5921	3.9876	25.2625
Si	1.3347	6.7326	25.0499
Si	6.7083	6.9346	25.1397
Si	4.0516	9.4945	25.1499
Si	9.3631	9.6277	25.1163
Si	2.6575	-0.0212	26.4518
Si	8.128	-0.0287	26.6722
Si	-0.064	2.7246	26.7593
Si	5.4089	2.7366	26.4653
Si	2.6272	5.4657	26.6177
Si	8.1541	5.4918	26.4199
Si	-0.0827	8.1858	26.3514
Si	5.3933	8.2081	26.6357
Si	4.0592	1.3448	27.8509
Si	9.5075	1.3276	28.0265
Si	1.3288	4.1077	28.0251
Si	6.791	4.1226	27.8377
Si	4.039	6.819	27.9563
Si	9.5371	6.8381	27.8227
Si	1.2954	9.5354	27.817
Si	6.7778	9.542	27.9974
Si	0.0042	-0.0302	29.2915
Si	5.4345	0.0203	29.2931
Si	2.7448	2.7208	29.2927
Si	8.1549	2.7689	29.2878
Si	-0.0459	5.5112	29.2937
Si	5.4572	5.4694	29.2793
Si	2.6898	8.2247	29.2723
Si	8.2095	8.1858	29.2821
Si	1.3673	1.3673	30.6549
Si	6.8362	1.3673	30.6549
Si	4.1018	4.1018	30.6549
Si	9.5708	4.1018	30.6549
Si	1.3673	6.8362	30.6549
Si	6.8362	6.8362	30.6549
Si	4.1018	9.5708	30.6549
Si	9.5708	9.5708	30.6549
Si	2.7345	0	0.6835
Si	8.2035	0	0.6835
Si	0	2.7345	0.6835
Si	5.469	2.7345	0.6835
Si	2.7345	5.469	0.6835
Si	8.2035	5.469	0.6835
Si	0	8.2035	0.6835
Si	5.469	8.2035	0.6835
Si	4.0954	1.3934	2.0601
Si	9.6253	1.3398	2.0554
Si	1.4139	4.0563	2.0562
Si	6.8359	4.1017	2.0491
Si	4.1453	6.8055	2.0525
Si	9.5661	6.8539	2.042
Si	1.37	9.5879	2.0506
Si	6.8722	9.55	2.0495
Si	0.0989	0.0441	3.5104
Si	5.5305	0.0417	3.3419
Si	2.7738	2.73	3.5438
Si	8.2669	2.7523	3.3434
Si	0.042	5.4758	3.3162
Si	5.4827	5.4287	3.4943
Si	2.7965	8.2328	3.3397
Si	8.2543	8.2226	3.4866
Si	1.4677	1.3748	5.0231
Si	6.9323	1.3795	4.6839
Si	4.132	4.0814	4.9732
Si	9.6513	4.1142	4.6746
Si	1.4605	6.8007	4.627
Si	6.869	6.8136	4.8277
Si	4.1573	9.6383	4.6698
Si	9.6897	9.5976	4.8604
Si	2.953	-0.0838	6.3176
Si	8.3091	0.0981	6.1363
Si	0.0242	2.88	6.2256
Si	5.6076	2.622	6.2055
Si	2.6774	5.5442	6.2271
Si	8.3178	5.437	6.1048
Si	0.2347	8.1717	6.0485
Si	5.4401	8.2425	6.0411
Si	4.9686	0.7014	7.5148
Si	9.1441	1.9677	7.4049
Si	0.8549	4.7096	7.5479
Si	7.3951	3.6517	7.3639
Si	3.6252	7.4137	7.3276
Si	10.0572	6.5244	7.2984
As	1.8578	9.1137	7.6187
Si	6.6299	9.8465	7.241
H	4.0264	7.0877	8.7341
O	7.0292	4.022	8.9527
O	9.5992	1.8112	9.0063
O	5.0751	1.0679	9.1454
O	7.3042	9.133	8.5984
O	9.4355	7.3514	8.6164
O	1.2657	4.2469	9.104
H	8.2804	2.6381	22.611
H	10.7643	0.194	22.5864
O	10.3266	5.3599	22.5672
O	2.7733	2.1409	22.6098
O	2.9735	7.8595	22.2308
O	5.2177	5.5323	22.4635
O	4.9757	0.4458	22.6138
O	7.932	8.2485	22.3277
Si	4.5218	8.2057	14.4851
Si	4.1465	1.6379	21.8519
Si	3.9508	1.4307	15.3216
Si	5.8772	1.2215	10.5558
Si	8.0482	7.8731	9.3142
Si	7.2957	1.5293	14.6673
Si	5.8191	7.8303	19.0675
Si	8.5654	10.5819	18.876
Si	5.0127	4.5123	21.2273
Si	10.5708	2.8514	12.6658
Si	1.1278	5.0217	16.9624
Si	3.229	8.2909	20.6826
Si	4.6059	9.8813	17.1187
Si	9.3254	4.5008	18.4611
Si	8.4119	8.2245	20.7821
Si	6.4888	4.9843	18.6793
Si	1.0058	2.2678	15.5129
Si	2.8445	0.0592	19.5279
Si	4.62	3.9954	11.5362
Si	0.3937	9.3395	15.8708
Si	9.1516	1.0793	10.3879
Si	9.2354	10.486	14.2141
Si	6.8076	5.1747	10.0832
Si	7.4459	2.2468	17.8113
Si	8.7821	5.2326	12.5611
Si	0.4014	0.5594	17.9075
Si	2.3745	5.6239	19.7245
Si	5.0696	10.8892	13.1521
Si	10.4126	5.742	20.9868
Si	1.6161	4.4759	10.6811
Si	9.6766	9.2535	11.328
Si	6.9949	6.4705	14.8973
Si	1.8625	7.1327	14.7236
Si	8.6104	8.5727	16.3576
Si	0.4061	6.8645	11.951
Si	5.5326	3.8544	14.4825
O	9.8242	1.7563	11.7107
O	3.0918	3.8993	11.0275
O	4.2469	8.7673	15.9928
O	0.1489	8.4161	11.4747
O	9.9906	0.3976	18.7695
O	0.8784	6.7249	13.5038
O	0.6466	3.6358	11.67
O	8.6091	9.7945	20.3156
O	9.7017	4.6039	20.048
O	3.5211	10.275	18.2426
O	3.4099	7.0363	14.221
O	8.4425	8.3199	10.8252
O	3.5981	4.8157	20.4466
O	4.775	0.3737	16.2943
O	9.7385	7.2294	20.6951
O	7.5076	1.0851	10.4543
O	4.8248	8.2814	20.3006
O	3.9871	1.0344	13.7256
O	5.0921	2.9609	21.7214
O	4.4606	9.4069	13.3979
O	2.1182	4.9456	18.2623
O	7.9973	5.4157	18.2393
O	5.2843	5.195	10.6541
O	6.81	2.9376	14.0096
O	0.0875	1.6478	16.7217
O	1.6514	8.6986	15.1061
O	7.2973	1.6967	16.2845
O	5.9817	7.5545	14.2626
O	9.4678	3.9153	13.2276
O	5.3375	0.0503	11.5598
O	1.4828	6.0906	10.9945
O	2.6401	7.2279	19.5834
O	6.4111	0.302	14.0283
O	7.7648	4.8352	11.3592
O	9.8007	10.5094	10.2967
O	4.7221	4.3195	13.142
O	1.0594	5.5892	20.669
O	6.1248	5.1374	15.3258
O	1.3303	3.8032	15.9187
O	5.5473	6.333	18.3551
O	2.3814	1.4108	15.689
O	7.4295	0.8537	18.733
O	7.0125	6.6261	9.3878
O	6.3068	4.7616	20.2805
O	8.229	9.6106	15.1577
O	5.4546	2.6359	11.2328
O	7.2697	7.6488	19.7786
O	10.5229	5.0569	17.5065
O	8.8027	1.1198	14.2212
O	6.294	3.4266	18.0701
O	4.5815	2.9431	15.464
O	-0.203	10.4441	14.8319
O	1.5765	0.9356	18.9791
O	8.0824	6.0678	13.7636
O	3.7914	1.0982	20.348
O	8.4365	9.4011	17.7456
O	8.8964	2.9731	18.0756
O	2.4839	9.7429	20.5218
O	1.5329	6.3179	16.0815
O	9.9111	6.1292	11.8337
O	7.7332	7.2086	16.1672
O	5.776	9.0717	17.9715
O	0.8303	10.065	17.2467
O	10.1995	8.1944	16.1948
O	0.4351	2.248	13.9739
O	9.2022	9.8337	12.7545

Results
free energy: -132542.260 eV
free energy less fixed offsets of As -4856.12, H -15.97, O -568.88, Si -635.61 eV per atom: -0.680 eV

Forces (eV/angstrom), in the order of the atoms: element, x, y, z
Si	0.0002	0.0004	0.0001
Si	0.0002	-0.0003	-0.0004
Si	-0.001	0.0002	-0.0002
Si	0.0002	0	-0.0002
Si	0.0008	-0.0002	-0.0011
Si	-0.0008	0.0009	-0.0005
Si	0.0005	0.0002	-0.0002
Si	-0.0007	0.0004	-0.0001
Si	-0.0014	0.0015	0.0054
Si	0.0008	0	0.003
Si	0.0006	0.0001	0.0034
Si	-0.0008	-0.0014	0.0056
Si	0	0.0009	0.0026
Si	0.0011	0.0002	0.0028
Si	-0.0001	-0.0005	0.0032
Si	-0.0007	0.0016	0.0029
Si	-0.0021	-0.002	-0.0044
Si	0.0021	0.002	-0.0029
Si	0	-0.0009	-0.0034
Si	-0.0001	0.0001	-0.0042
Si	-0.0013	-0.0015	-0.0009
Si	0.0002	-0.0005	-0.0056
Si	0.0001	-0.001	-0.006
Si	0.0015	0.0029	-0.0018
Si	0.001	0.0006	0.0043
Si	0.0001	-0.0001	-0.0051
Si	0.001	-0.0024	-0.0054
Si	0.0011	-0.002	0.0042
Si	-0.0001	-0.0023	0.0004
Si	0.0001	-0.0013	0.0051
Si	0.003	0.002	0.0041
Si	-0.0021	-0.0037	-0.0026
Si	0.001	-0.0002	0.0001
Si	-0.0006	0.0021	-0.0008
Si	0.0003	-0.0003	0.0007
Si	-0.0022	0.0023	-0.0017
Si	-0.0019	0.003	-0.0008
Si	-0.0001	0.0008	-0.0005
Si	-0.0011	0.0023	-0.0015
Si	0.0009	0.0002	0.0001
Si	0.0475	-0.1475	-0.0944
Si	-0.2512	0.1835	0.0673
Si	0.1559	-0.0606	-0.045
Si	-0.2171	0.1627	0.0295
Si	-0.1932	0.1802	0.0724
Si	0.0504	-0.095	-0.1175
Si	-0.2669	0.0971	-0.0087
Si	0.0381	-0.175	-0.0184
Si	0.0027	0.1371	0.0814
Si	0.2988	-0.1118	-0.0097
Si	0.2237	-0.166	-0.0868
Si	-0.0845	0.0866	0.0355
Si	0.1799	-0.1808	0.02
Si	-0.1592	0.0877	0.0636
Si	-0.0642	0.1831	0.0528
Si	0.2531	-0.1923	-0.0351
Si	-0.0021	-0.0003	0.0017
Si	0.0018	-0.0038	0.0002
Si	0.0015	-0.0022	0.0012
Si	0.0009	0	-0.0002
Si	0.0018	-0.0027	0.0006
Si	-0.0004	0.0012	0.0003
Si	-0.0004	0.001	-0.0013
Si	0.0001	-0.0001	0.0017
Si	-0.0056	-0.003	-0.0021
Si	0.0146	0.01	-0.0085
Si	-0.0021	0.0004	-0.0057
Si	0.0008	0.0049	-0.0008
Si	-0.0029	-0.0034	-0.0001
Si	0.0016	0.0036	-0.0042
Si	-0.0001	0.0008	0.0027
Si	-0.0023	-0.0009	-0.0047
Si	0.0016	0.0003	0.0056
Si	-0.0055	-0.0066	0.0051
Si	-0.0011	-0.0005	0.0075
Si	0.0029	0.0025	0.0033
Si	-0.0039	0.008	0.0055
Si	-0.0012	0.0012	0.0045
Si	-0.0138	-0.0027	0.0132
Si	0.0051	0.0024	0.0032
Si	0.0028	-0.0011	-0.0088
Si	0.001	0.0015	-0.0044
Si	-0.0012	-0.0009	-0.0045
Si	0.0001	0.001	-0.0048
Si	0.0048	-0.0036	-0.0032
Si	-0.0026	-0.0018	-0.0053
Si	0.0005	-0.0038	-0.0108
Si	0.0043	-0.0056	-0.0047
Si	-0.0005	-0.0042	0.0007
Si	-0.0004	0.0011	0.001
Si	-0.0016	0.0007	0.0028
Si	-0.0004	-0.0023	0.001
Si	-0.0023	0.0051	-0.0012
Si	0.0042	0.0007	-0.0015
As	-0.0024	0.0008	0.0065
Si	-0.0006	0.0036	0.0036
H	0.003	-0.0025	0.0007
O	0.0001	0.0009	0.0006
O	-0.0001	-0.0001	0.0001
O	0.0004	0.0006	0.0001
O	0.0007	-0.0011	0.0003
O	-0.002	-0.0004	0.0026
O	0.0003	0.0008	-0.0012
H	-0.0003	-0.0002	0.0004
H	-0.0004	-0.0004	0.0004
O	0.0003	0	0.0006
O	0	0.0003	-0.0003
O	-0.0002	-0.0002	0.0001
O	-0.0002	-0.0002	0.0001
O	-0.0003	0.0003	-0.0002
O	-0.0001	0.0002	0.0001
Si	-0.0002	0.0001	0.0001
Si	0.0001	-0.0003	-0.0001
Si	-0.0001	0.0001	-0.0001
Si	0.0007	0.0001	0.0005
Si	-0.0006	0.0013	0.0006
Si	-0.0001	-0.0002	0.0001
Si	0	0.0001	0.0001
Si	-0.0002	0	0
Si	0.0001	0.0001	-0.0004
Si	-0.0001	-0.0004	0.0002
Si	-0.0002	0.0001	-0.0001
Si	-0.0001	0.0001	0
Si	-0.0002	0	0.0001
Si	-0.0002	-0.0001	-0.0001
Si	-0.0004	0	-0.0002
Si	-0.0002	0.0003	0.0001
Si	-0.0002	0.0001	0.0002
Si	-0.0004	0	-0.0001
Si	0	-0.0001	0.0005
Si	0	0	0.0002
Si	0.0003	-0.0004	-0.0001
Si	-0.0001	0	0.0001
Si	-0.0003	-0.0009	0.0003
Si	-0.0001	0.0001	0.0001
Si	-0.0001	0.0001	0.0006
Si	-0.0002	0	0.0002
Si	-0.0002	0.0002	-0.0001
Si	-0.0002	-0.0001	0.0004
Si	-0.0003	0.0001	-0.0006
Si	0.0002	-0.0003	0.001
Si	0.0009	0.0009	0.0001
Si	0.0001	0.0001	0.0002
Si	-0.0002	0.0001	0.0004
Si	0.0002	0.0002	0
Si	0	0.0009	0.0003
Si	-0.0001	0.0001	0.0002
O	0.0001	0.0003	0.0002
O	-0.0001	0.0001	-0.0002
O	-0.0001	0.0002	0.0001
O	0	-0.0004	0
O	-0.0001	0.0001	0.0001
O	0	0.0001	0
O	0.0001	0.0002	-0.0002
O	-0.0002	0	0.0001
O	-0.0001	0.0002	0.0004
O	-0.0002	0.0001	0
O	0.0001	0.0002	0.0001
O	-0.0002	-0.0005	-0.0004
O	-0.0002	-0.0001	0.0002
O	-0.0002	0.0001	0.0001
O	0	-0.0001	0.0002
O	-0.0001	-0.0001	-0.0001
O	-0.0001	0	0
O	-0.0002	0.0001	0
O	-0.0002	0.0001	0.0001
O	-0.0001	-0.0001	0
O	-0.0003	0	0.0002
O	-0.0002	0.0001	0
O	0	0.0001	0.0002
O	-0.0001	0.0001	-0.0001
O	-0.0001	0	0
O	-0.0002	0	0.0001
O	-0.0001	0.0001	-0.0001
O	-0.0001	-0.0001	-0.0001
O	-0.0001	0.0003	-0.0001
O	-0.0005	0.0002	-0.0004
O	0.0002	-0.0004	-0.0005
O	-0.0002	-0.0002	0.0001
O	-0.0003	0.0001	-0.0001
O	-0.0002	0	-0.0001
O	-0.0003	0.0003	0.0001
O	-0.0001	0	-0.0002
O	-0.0002	0	0.0003
O	-0.0001	0	-0.0001
O	-0.0001	0	0.0001
O	-0.0002	-0.0001	0
O	0	0.0001	0.0001
O	-0.0001	0.0001	0
O	0.0002	0.0003	0.0001
O	-0.0004	-0.0002	0.0001
O	-0.0001	0.0001	-0.0001
O	-0.0001	0.0003	0
O	-0.0003	0	0.0004
O	0	0.0001	0.0001
O	0	0	0.0001
O	-0.0003	0	0
O	-0.0002	0.0001	0
O	-0.0001	0.0001	0
O	-0.0001	0	0.0001
O	-0.0001	0	-0.0003
O	-0.0001	0	0.0001
O	-0.0001	0	-0.0002
O	-0.0002	0.0001	0.0002
O	-0.0002	0.0001	-0.0001
O	-0.0001	0	0.0001
O	-0.0001	-0.0001	-0.0001
O	-0.0002	0	0
O	-0.0003	0.0001	0.0001
O	-0.0002	0.0001	0.0002
O	-0.0002	0	0
O	0	0.0001	0
O	-0.0001	0.0001	0.0003

The program warned: the cutoff lies below the one the program advises for these potential files; the exchange-correlation potential is rough where the density is thin.
